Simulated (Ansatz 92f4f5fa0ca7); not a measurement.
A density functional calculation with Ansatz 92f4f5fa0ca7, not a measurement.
Periodic cell of 157 atoms, Si96O55N6, from a study of silicon, its oxide and their interface. The atomic structure is a simulated model.

Settings
functional: r2SCAN
potential files: Ansatz norm-conserving
basis: plane waves
wave-function cutoff: 1300 eV
density cutoff ratio: 4
exchange-correlation grid ratio: 1
k mesh: 2 x 2 x 1, shifted by 0.5 0.5 0.5 of a step
self-consistency stop: 5e-08 eV per atom in the density residual
occupations: Fermi-Dirac, 0.05 eV
spin: none
net charge: 0

Cell vectors (angstrom)
a  10.88  0  0
b  0  10.88  0
c  0  0  22.6947

Atoms and the computed forces on them: element, x, y, z (angstrom), force x, y, z (eV/angstrom)
Si  -0.1585  -0.2667  0.1387  -0.5146  0.0693  0.3195
Si  3.0395  2.2305  0.3506  -0.2159  -0.2306  -0.7091
Si  -0.224  5.483  -0.3325  0.3926  0.1906  -0.0893
Si  2.912  7.9611  0.1231  -0.0601  -0.2165  -0.9105
Si  6.7506  -0.9572  -0.6303  0.161  -0.3797  -0.0819
Si  8.3755  0.2682  0.4635  0.1256  0.7716  0.3768
Si  4.8953  5.5287  -0.0523  0.0288  -0.1472  -0.3688
Si  8.4085  7.646  -0.0237  0.027  -0.1681  -0.2263
Si  1.2908  1.1078  1.3751  -0.025  0.0288  0.2431
Si  4.095  3.948  1.5445  -0.0628  0.1368  0.0444
Si  1.3316  6.6165  1.2181  0.0141  -0.1228  0.1085
Si  4.2463  9.2946  1.4302  0.6258  0.0145  -0.2631
Si  7.2334  2.2395  0.8048  -0.17  0.2007  -1.1353
Si  9.5696  4.1152  1.2858  -0.5606  -0.2638  -0.1439
Si  6.7575  6.5268  1.2572  -0.0887  -0.214  -0.2762
Si  9.6616  9.0387  1.5027  0.2786  -0.2203  0.3982
Si  -0.0418  2.5945  2.6255  0.0404  -0.1264  -0.072
Si  2.8535  -0.1335  2.6847  -0.2616  0.0442  0.144
Si  0.1986  7.8626  2.8644  -0.127  -0.0905  -0.3312
Si  2.6281  5.3133  2.7357  0.0222  0.0099  0.0297
Si  5.6838  2.7125  2.6914  0.2807  -0.1428  -0.0406
Si  8.3047  -0.3297  2.7384  0.147  -0.3501  0.0054
Si  5.4727  7.8811  2.7726  0.0514  -0.0832  0.1703
Si  8.2119  5.3873  2.7666  -0.0015  0.101  -0.0387
Si  1.2719  3.9215  4.0275  -0.0434  0.0811  -0.0099
Si  4.2097  1.2946  3.9799  0.0484  0.1603  0.0064
Si  1.4751  9.3922  4.1241  0.0603  -0.0245  -0.0812
Si  4.0189  6.6701  4.1571  -0.0008  -0.1036  -0.0894
Si  6.8565  4.0592  4.1714  0.1256  -0.1191  0.0749
Si  9.5299  1.2278  4.0673  0.0068  -0.0024  -0.0972
Si  6.7954  9.3321  4.0634  0.1116  0.0237  -0.0188
Si  9.5161  6.723  4.1768  0.187  0.0187  0.0403
Si  0.0632  -0.0896  5.4456  0.1691  0.0206  -0.0004
Si  2.7573  2.6647  5.3215  0.019  0.2322  -0.0231
Si  -0.0761  5.2263  5.4343  -0.0957  0.0194  0.1543
Si  2.7094  8.0385  5.5873  -0.1201  0.1268  0.0933
Si  5.4076  -0.1563  5.3875  -0.0473  -0.0964  0.0705
Si  8.1669  2.6146  5.4721  -0.0573  -0.004  -0.0372
Si  5.4171  5.3804  5.5255  0.0413  -0.0746  0.1049
Si  8.196  8.1342  5.5243  -0.2317  0.1726  -0.0204
Si  1.4463  1.3515  6.7233  -0.1618  -0.1389  -0.1393
Si  3.9755  4.0559  6.849  -0.0402  0.0506  -0.0973
Si  1.2771  6.5459  6.8023  -0.0586  -0.1201  -0.0848
Si  4.0027  9.5324  6.9275  -0.0404  0.0693  0.0534
Si  6.7936  1.1706  6.7215  -0.0228  -0.0556  -0.0584
Si  9.4317  4.0063  6.9034  0.1017  -0.009  0.2958
Si  6.74  6.819  6.8693  0.4129  0.1063  -0.2509
Si  9.5694  9.5045  6.8885  0.0834  -0.0168  0.0394
Si  0.0037  2.5808  8.1045  0.0184  0.3164  0.0307
Si  2.7925  0.2894  8.3121  -0.3515  0.0823  0.2179
Si  -0.1499  7.8338  8.1349  0.262  0.3983  -0.0208
Si  2.611  5.3582  8.3893  0.127  0.0323  0.4934
Si  5.3084  2.4649  7.933  0.2226  -0.0844  0.1392
Si  8.1415  -0.0155  8.2352  0.1568  0.188  0.2577
Si  5.411  8.2144  8.2383  -0.0422  -0.212  -0.0482
Si  8.0015  5.4421  8.2934  0.1705  0.4419  0.2761
Si  1.1181  3.8399  9.7017  0.1643  0.0199  0.152
Si  4.1164  1.6369  9.7145  -0.0548  -0.3674  0.637
Si  1.361  9.4084  10.2067  -0.3734  0.3733  -0.2057
Si  4.0274  7.0718  9.764  0.4019  -0.364  -0.3463
Si  5.9386  4.436  8.7515  -0.227  0.5233  -0.0171
Si  9.3029  1.6497  9.5173  -0.1125  -0.1638  0.1763
Si  6.7218  9.6007  9.5951  -0.138  0.1908  0.4643
Si  9.2722  6.9187  9.7188  -0.2124  0.0649  0.1873
Si  -0.9143  -0.2794  11.8169  0.4101  0.7131  -0.101
Si  2.6784  2.8393  11.4205  -0.3526  -0.2568  -0.4457
Si  -0.3171  5.3499  10.8727  0.6397  -0.0216  -0.5861
Si  3.2885  8.7246  11.2904  0.8331  0.8737  0.2931
Si  5.4216  0.1597  10.9853  0.2165  0.0248  -0.2377
Si  8.0172  4.2563  10.9361  -0.8238  -0.2456  -0.467
Si  5.0112  4.6964  10.8626  0.7802  0.5999  0.4856
Si  7.934  8.523  11.3075  -0.0947  -0.5274  -0.2532
Si  0.6059  4.2746  14.6417  0.616  -0.1901  0.0758
Si  9.6094  5.236  13.6722  -0.3149  0.3611  0.2983
Si  6.2778  2.6144  12.694  0.083  0.1998  0.1683
Si  7.3808  13.0563  15.2197  -0.0163  0.0546  0.0334
Si  2.3463  -5.3196  12.427  0.1291  0.2416  0.3767
Si  11.4931  -0.905  14.1225  0.0232  0.029  0.2582
Si  4.5714  3.0165  15.0299  -0.0218  -0.077  0.1171
Si  9.5489  7.841  14.9874  -0.2757  0.2106  0.1093
Si  0.9366  1.1086  19.0041  0.0783  0.0206  0.0092
Si  3.0415  7.612  16.4839  0.2475  0.0475  -0.0857
Si  1.097  6.2131  17.1828  0.1  0.1126  0.2277
Si  12.8013  -0.4964  16.7123  0.1089  0.0409  0.1157
Si  7.2594  -0.165  13.3654  -0.2281  0.0448  -0.1061
Si  6.7174  -2.9235  13.9307  -0.1085  -0.0539  -0.0846
Si  16.1782  5.9201  15.8423  0.0609  -0.1379  0.0725
Si  13.5226  7.7472  13.275  0.1279  -0.6468  0.2849
Si  8.0773  4.7857  16.274  -0.1041  -0.0342  0.1317
Si  11.993  -1.0321  21.0335  -0.036  -0.0918  0.0167
Si  1.2385  15.1159  19.6567  0.2506  -0.2943  0.1146
Si  3.8719  3.5808  20.6181  -0.144  0.2938  -0.1527
Si  12.8187  1.7114  14.4299  0.2469  -0.2036  0.336
Si  20.7396  -3.7826  17.119  -0.1779  -0.1037  0.0186
Si  -0.3403  9.518  18.5105  -0.0153  -0.067  -0.0933
Si  5.2529  12.1901  21.3625  0.2463  0.1678  -0.0435
O  2.7079  3.1101  21.6863  0.426  -0.024  0.1494
O  0.7232  2.7016  19.2589  0.164  0.1759  0.0643
O  2.8879  4.2268  19.5143  -0.1418  -0.1248  0.2862
O  4.4427  6.8389  16.8858  -0.1055  0.044  -0.3984
O  -1.3848  6.6118  -0.7914  -0.0578  0.0206  0.4078
O  0.5085  4.7326  -1.6327  -0.2118  0.2872  0.0102
O  -2.6047  3.4588  23.1521  0.0917  0.0241  0.556
O  3.944  6.811  -0.5107  -0.0648  0.0631  0.4671
O  5.5702  -1.2454  23.1407  -0.1711  0.2303  -0.0897
O  6.2931  2.2761  22.146  -0.3336  -0.0276  0.1646
O  6.0432  -0.045  -1.8145  -0.3431  0.04  0.3642
O  24.9615  2.2323  15.35  -0.1281  0.1194  -0.4743
O  4.9406  4.6656  21.2146  -0.2249  -0.0568  0.2416
O  13.9979  9.2438  16.8199  -0.2797  -0.0607  -0.0594
O  1.6097  11.2435  20.3106  0.0071  -0.0845  -0.1477
O  7.5423  8.5565  -1.1435  -0.1278  0.217  0.3683
O  -2.4581  2.9297  10.0714  0.2496  -0.3789  0.0375
N  -2.3935  -0.9597  12.332  -0.172  -0.4403  -0.0422
O  7.4979  -7.9859  13.7494  -0.354  -0.2951  0.3781
O  1.1738  8.2888  9.048  -0.0116  0.2592  0.1004
O  1.0028  6.0506  11.5882  -0.1104  -0.2025  0.1844
N  -1.5372  4.7255  12.029  -0.2348  0.1609  -0.2781
O  1.5738  10.8344  9.4243  -0.0107  -0.7518  0.0107
O  10.2534  -12.4575  14.9089  0.1102  -0.1301  -0.3194
O  5.086  -4.5357  10.879  -0.2139  -0.0567  -0.182
N  6.3994  0.9328  12.2766  -0.2403  -0.2286  -0.1133
O  7.7445  0.6198  14.7719  -0.1454  0.0598  -0.3921
N  3.4604  4.4436  11.6111  -0.1012  -0.5367  0.1689
N  6.431  3.936  11.6136  -0.4025  -0.2849  0.4097
O  10.7977  9.4893  10.9717  -0.2322  0.0492  0.0367
O  5.7151  6.8356  14.5383  0.0102  0.0552  0.0296
O  1.3525  8.7513  13.3661  -0.3249  0.124  0.3781
O  8.3543  5.1966  14.7237  0.1264  -0.0052  -0.2294
O  8.2258  3.1173  16.2841  -0.0957  0.2952  -0.2639
O  3.0596  7.5177  14.8394  -0.1223  0.2516  -0.0551
O  2.285  1.898  12.8006  0.1812  0.4489  -0.4274
O  4.8526  13.7227  13.4423  0.2097  -0.0363  -0.0231
O  9.0414  5.6278  17.2853  -0.0224  0.0809  -0.1213
O  7.1696  -3.3487  12.4055  0.1725  0.3374  0.1393
O  10.8685  0.1714  13.0894  -0.0435  -0.2808  -0.224
O  11.8127  5.3899  18.5832  -0.0339  -0.1541  -0.0208
O  15.5589  2.2318  20.1364  -0.1761  0.0447  0.4179
O  15.1922  10.0031  11.6197  -0.1514  -0.2486  -0.209
O  0.6694  9.4549  17.2321  0.1582  0.173  0.1337
O  11.5278  2.6421  14.8363  0.1917  0.2963  -0.149
O  7.9496  8.0847  14.9554  -0.0242  -0.0698  -0.307
O  4.0431  1.0167  22.449  0.0963  0.3011  -0.1192
O  10.0163  6.86  13.7497  -0.1321  -0.2553  -0.148
O  11.9089  5.0853  15.9891  -0.1653  -0.2203  -0.1358
O  5.8337  2.2728  15.769  0.1147  0.1623  -0.315
O  -0.5003  11.1647  18.7515  0.3256  -0.3081  -0.1314
O  1.9534  11.6676  17.7362  -0.2846  -0.1944  0.1103
O  6.5838  5.307  16.6202  0.0202  -0.0086  -0.2674
O  9.4087  -2.4781  18.1029  0.2183  -0.0888  -0.0547
N  12.5385  10.9519  15.08  -0.0627  0.165  -0.1378
O  9.8717  1.0702  10.9364  -0.0885  -0.3847  -0.0335
O  6.2079  -12.2415  13.8048  0.303  -0.1223  -0.1798
O  0.2933  8.9768  19.9169  0.0424  0.13  -0.2738
O  15.33  4.5995  15.3843  0.1074  0.0429  -0.0566
O  13.204  -1.9965  21.5453  -0.0021  -0.0453  0.3617
O  23.585  4.5581  13.5927  -0.2224  -0.2109  0.0462

Results
free energy: -38572.576 eV
free energy less fixed offsets of N -289.75, O -463.61, Si -117.95 eV per atom: -12.326 eV
pressure: -1.47 GPa
stress xx, yy, zz, yz, xz, xy (GPa, positive in tension): 0.78, 1.56, 2.07, 1.85, -1.62, -0.31
